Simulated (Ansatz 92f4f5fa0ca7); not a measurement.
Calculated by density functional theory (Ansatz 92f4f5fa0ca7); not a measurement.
Periodic cell of 212 atoms, Si132O80, from a study of silicon, its oxide and their interface. The atomic structure is a simulated model.
Doubt: the cutoff is far below the 930 eV that the study's wrapper takes by default for these files, so forces and energies are approximate.
This geometry differs little from another in the collection (a relaxation step or a small displacement).

Settings: functional PBE; potential files Ansatz PAW; basis plane waves; wave-function cutoff 580 eV; density cutoff ratio 5; exchange-correlation grid ratio 1; k mesh 1 x 1 x 1, Gamma-centred; self-consistency stop 5e-08 eV per atom in the density residual; occupations fixed; spin none; net charge 0.

Cell vectors (angstrom)
a 10.938 0 0
b 0 10.938 0
c 0 0 31.0784

Atoms and the computed forces on them: element, x, y, z (angstrom), force x, y, z (eV/angstrom)
Si 0.4053 10.4871 23.7266 0.0052 -0.0208 0.0107
Si 5.0014 0.4702 23.897 0.0055 0.0214 -0.0038
Si 3.291 2.1975 23.643 0.0076 -0.0194 0.0208
Si 7.7501 3.1048 23.7713 -0.02 0.0196 0.0112
Si 10.5033 5.8328 23.6093 -0.0247 0.0184 0.0184
Si 5.967 4.8187 23.5688 0.0213 -0.0114 0.0179
Si 2.0811 8.7323 23.8655 0.0107 -0.0088 -0.1492
Si 8.7678 7.6222 23.4899 0.0166 -0.0191 0.0414
Si 1.4038 1.3612 24.862 0.0057 -0.0095 -0.0008
Si 6.7826 1.4104 25.0883 -0.012 0.0023 -0.0099
Si 4.1466 4.037 24.8844 0.0133 0.001 -0.0143
Si 9.519 4.1391 24.941 -0.01 0.0028 -0.0041
Si 1.2735 6.8215 24.9642 -0.0057 0.0025 -0.0192
Si 6.8829 6.7426 24.7259 0.001 -0.0064 -0.0023
Si 4.0227 9.5661 24.9543 -0.0209 -0.0143 -0.0048
Si 9.5511 9.4672 24.8594 0.0071 -0.0022 -0.0088
Si 2.7114 0.0193 26.3387 0.0001 0.0089 0.0144
Si 8.2161 -0.0402 26.259 -0.0007 -0.0032 -0.0003
Si 0.006 2.7421 26.2325 0.0029 0.0016 0.0061
Si 5.4374 2.7736 26.3984 0.0041 -0.0049 0.007
Si 2.7452 5.4531 26.2334 -0.0047 -0.0051 -0.0001
Si 8.1769 5.4967 26.3097 0.0043 0.0022 0.0107
Si -0.0379 8.2006 26.3465 -0.0044 0.0052 0.0011
Si 5.4977 8.1561 26.1887 0.0079 0.0058 0.0078
Si 4.1018 1.3673 27.6601 -0.2052 -0.0147 0.5948
Si 9.5708 1.3673 27.6601 0.1713 -0.1242 -0.465
Si 1.3673 4.1018 27.6601 0.0726 -0.0612 -0.3994
Si 6.8362 4.1018 27.6601 0.0353 0.3774 0.5219
Si 4.1018 6.8362 27.6601 0.1734 -0.0955 -0.5688
Si 9.5708 6.8362 27.6601 -0.3206 0.0025 0.4667
Si 1.3673 9.5708 27.6601 -0.1792 0.0373 0.2974
Si 6.8362 9.5708 27.6601 -0.0675 -0.3066 -0.4547
Si 0 0 29.0274 0.0339 -0.0419 0.0426
Si 5.469 0 29.0274 -0.0931 -0.0016 -0.021
Si 2.7345 2.7345 29.0274 -0.0078 -0.0811 0.0505
Si 8.2035 2.7345 29.0274 -0.0444 0.0545 -0.0387
Si 0 5.469 29.0274 -0.0446 0.0031 -0.0243
Si 5.469 5.469 29.0274 0.099 -0.0332 0.063
Si 2.7345 8.2035 29.0274 -0.0214 0.071 -0.0414
Si 8.2035 8.2035 29.0274 -0.0034 -0.0942 0.0633
Si 1.3673 1.3673 30.3946 -0.0164 0.042 0.0053
Si 6.8362 1.3673 30.3946 0.0487 -0.0095 -0.0327
Si 4.1018 4.1018 30.3946 -0.0277 0.0273 -0.01
Si 9.5708 4.1018 30.3946 0.0587 -0.0513 -0.0311
Si 1.3673 6.8362 30.3946 0.0096 -0.0276 -0.0325
Si 6.8362 6.8362 30.3946 -0.0756 0.0661 0.0145
Si 4.1018 9.5708 30.3946 0.0372 -0.0269 -0.0112
Si 9.5708 9.5708 30.3946 -0.0271 0.0509 -0.0051
Si 2.7345 0 0.6835 0.0043 -0.0166 0.0032
Si 8.2035 0 0.6835 -0.0305 0.0008 0.0384
Si 0 2.7345 0.6835 -0.0221 0.0327 0.0189
Si 5.469 2.7345 0.6835 0.0195 -0.0413 -0.0049
Si 2.7345 5.469 0.6835 -0.0298 0.0031 0.0341
Si 8.2035 5.469 0.6835 0.023 -0.054 0.0004
Si 0 8.2035 0.6835 0.0439 -0.0276 -0.0062
Si 5.469 8.2035 0.6835 -0.0243 0.0378 0.0234
Si 4.1018 1.3673 2.0507 -0.0029 0.1006 -0.0048
Si 9.5708 1.3673 2.0507 0.0545 0.0194 0.0216
Si 1.3673 4.1018 2.0507 -0.0138 -0.0805 -0.0324
Si 6.8362 4.1018 2.0507 -0.0343 0.0309 -0.0265
Si 4.1018 6.8362 2.0507 0.0839 0.0043 -0.002
Si 9.5708 6.8362 2.0507 0.0289 0.0772 -0.0037
Si 1.3673 9.5708 2.0507 -0.041 0.0303 -0.017
Si 6.8362 9.5708 2.0507 -0.0034 -0.0417 -0.028
Si 0 0 3.418 0.0292 -0.2183 -0.2375
Si 5.469 0 3.418 0.1105 -0.1833 0.5163
Si 2.7345 2.7345 3.418 -0.0323 -0.0057 -0.728
Si 8.2035 2.7345 3.418 -0.1582 -0.0239 0.4597
Si 0 5.469 3.418 0.1604 0.0591 0.309
Si 5.469 5.469 3.418 0.2291 0.1591 -0.5272
Si 2.7345 8.2035 3.418 0.0473 0.2301 0.6059
Si 8.2035 8.2035 3.418 -0.038 0.1434 -0.4156
Si 1.4229 1.3302 4.7192 -0.005 0.0043 -0.0192
Si 6.8455 1.3367 4.8567 -0.003 -0.0008 -0.0027
Si 4.0925 4.1192 4.6843 -0.0031 -0.0002 -0.0148
Si 9.5563 4.1296 4.8082 -0.0005 -0.0011 -0.0045
Si 1.3691 6.8527 4.8416 -0.0011 -0.0002 -0.0041
Si 6.8489 6.8486 4.7468 0.0006 -0.0018 -0.0104
Si 4.1364 9.5655 4.8931 -0.0001 0.0013 -0.0021
Si 9.5514 9.5721 4.7675 -0.0019 -0.0011 -0.0105
Si 2.7666 0.0805 6.2466 -0.0106 0.0047 0.0085
Si 8.2638 -0.0286 6.2661 0.0066 -0.0066 0.008
Si 0.0573 2.7145 6.0228 0.0064 -0.015 0.0147
Si 5.3831 2.762 6.0761 -0.0044 0.0067 0.0067
Si 2.8689 5.5144 6.1218 0.0031 -0.014 0.0097
Si 8.2134 5.5568 6.1706 0.0043 0.0088 0.0029
Si -0.0714 8.2087 6.1887 -0.0008 0.0106 0.0108
Si 5.5761 8.1625 6.2455 0.0068 -0.0169 0.0139
Si 3.5442 2.0605 7.4213 -0.0092 0.0058 -0.0224
Si 10.2192 0.8996 7.3003 0.0006 -0.004 -0.0279
Si 1.7938 3.7469 7.1881 0.0205 -0.008 -0.0247
Si 6.4484 4.4641 7.2521 -0.019 0.0174 0.0034
Si 4.7494 6.2671 7.442 0.015 -0.0103 -0.0321
Si 9.1151 7.3027 7.5715 -0.0293 0.0206 -0.028
Si 0.8859 10.0496 7.2858 -0.0047 0.0065 -0.0179
Si 7.3348 9.1195 7.5573 0.0272 -0.0197 -0.025
O 6.7577 9.6343 9.0489 -0.0045 0.0177 0.0371
O 1.014 9.7261 8.9123 0.0041 -0.0056 0.0207
O 9.6174 6.7947 9.0885 0.0087 -0.0243 0.0391
O 7.0351 3.6368 8.5722 0.0034 -0.0023 0.021
O 1.176 4.3429 8.6079 -0.0054 0.0084 0.0265
O 3.8925 2.1065 9.0644 -0.0031 -0.0086 0.035
O 10.3504 1.282 8.9218 -0.0013 0.0037 0.0275
O 4.5243 6.5586 9.0647 -0.0122 0.0094 0.0351
O 5.692 10.9476 22.4783 -0.0025 -0.0035 -0.0283
O 5.4899 4.9036 21.9576 -0.0182 0.0495 -0.0549
O 8.3691 2.4466 22.3772 0.0087 -0.0114 -0.019
O 0.0494 5.178 22.1426 0.0134 -0.0113 -0.03
O 0.0328 10.7384 22.1215 -0.014 0.022 -0.0163
O 8.5525 7.9833 21.8626 -0.0475 0.0096 -0.0669
O 2.0686 8.376 22.2605 0.0483 -0.0467 0.0054
O 3.1786 2.5164 22.0106 -0.0151 0.0058 -0.0239
Si 0.7314 6.6971 14.5977 0.0025 -0.0055 -0.0095
Si 6.6624 2.8838 14.634 -0.0042 0.0003 -0.0025
Si 8.9848 0.1651 15.4368 -0.0004 0 -0.0065
Si 1.4183 4.642 10.1834 -0.0072 0.0105 -0.009
Si 2.4449 2.6254 20.5546 -0.0043 0.0051 0.0174
Si 4.6903 6.0161 17.8561 -0.0116 -0.0103 0.0164
Si 4.1555 9.382 14.6381 0.0048 0.0041 -0.0056
Si 7.5262 3.5816 10.1118 0.007 -0.0048 -0.0257
Si 3.125 1.9328 10.5117 0.0062 0.0014 -0.0131
Si 7.5028 8.1752 20.6206 -0.0422 0.0104 0.0341
Si 9.0644 8.1413 15.2886 0.0034 0.0052 0.0019
Si 1.5343 9.4378 13.1031 -0.005 0.0002 -0.0139
Si 1.132 3.7571 14.5002 0.0073 0.0027 -0.008
Si 6.0217 10.9752 20.907 0.0118 -0.0369 0.0208
Si 8.2593 2.12 20.7901 0.0079 -0.0121 0.0211
Si 7.5862 7.0674 17.8998 -0.0013 0.0102 -0.0053
Si 4.1901 4.6939 15.0006 0.0036 -0.0065 -0.0104
Si 0.6401 5.223 20.6117 0.0002 -0.008 0.0243
Si 9.0164 4.4073 18.8767 0.0027 -0.0021 -0.001
Si 7.8347 7.6607 12.4553 0.0065 0.007 -0.0084
Si 5.0794 6.9797 13.106 -0.0175 -0.0019 -0.0074
Si 2.4613 7.75 16.8177 0.0071 -0.0104 -0.0009
Si 0.0268 0.4802 20.6428 -0.0099 0.0007 0.0236
Si 10.7921 1.0806 13.2138 -0.0017 0.0059 -0.0132
Si 9.5104 5.9625 10.5032 0.0047 -0.0023 -0.0227
Si 9.5176 2.9392 16.1229 0.0011 -0.0085 -0.0055
Si 2.0207 9.8017 10.1773 0.0109 -0.006 -0.0009
Si 1.7166 9.728 18.7922 0.0006 -0.01 0.0243
Si 9.5839 1.1427 10.342 -0.0003 0.0087 0.0057
Si 2.4493 7.6595 20.8704 0.0444 0.0611 0.119
Si 5.8356 1.8379 11.811 -0.0043 -0.0011 0.0004
Si 7.2396 10.1413 10.5355 -0.0065 -0.0068 -0.0248
Si 4.0112 0.7411 18.8076 0.0113 0.0064 0.0172
Si 3.5518 7.0809 10.265 0.0101 0.0027 -0.0076
Si 5.8842 0.5563 16.2047 0.0087 0.0041 -0.0053
Si 5.1326 5.9771 20.7823 -0.0202 0.009 0.0552
O 6.8569 1.3622 20.4589 -0.0043 -0.0018 -0.0047
O 3.1598 8.6419 9.905 -0.0102 -0.0022 0.0038
O 8.1144 7.6487 16.4941 0.0014 -0.0028 0.0002
O 8.0676 5.57 18.2798 0.0025 -0.002 0.0011
O 2.342 5.98 10.4056 -0.0048 -0.009 0
O 8.228 3.5436 20.0044 0.0052 0.001 -0.0036
O 5.2136 0.5751 17.6996 -0.0083 0.0007 0.001
O 8.1365 8.0069 19.1233 -0.0066 -0.0003 -0.007
O 0.0151 3.6287 15.7068 -0.006 0.0019 0.0059
O 7.2111 8.856 11.5297 0.0017 -0.0069 0.0096
O 8.7754 10.6706 10.3991 -0.0038 0.0039 0.0027
O 0.7256 2.44 13.5948 0.0004 -0.0048 0.0006
O 9.6623 9.6304 15.638 -0.0001 -0.0065 -0.0012
O 1.7116 6.6316 15.9049 -0.0005 0.0006 -0.0035
O 4.1214 6.0292 14.0474 -0.0034 0.0051 0.0067
O 8.5912 2.4098 10.4254 -0.0044 0.002 -0.0022
O 5.9754 2.1368 15.8995 -0.0006 -0.0063 -0.0021
O 0.8402 5.2469 13.834 0.0007 0.0078 0.0046
O 6.242 3.2217 11.0346 0.0073 -0.0015 -0.0006
O 3.0844 9.7665 13.4725 0.0008 -0.0007 0.0025
O 6.5473 1.9318 13.2925 -0.0043 -0.003 0.0069
O 1.2361 9.3217 11.514 0.0032 0.0045 0.007
O 6.3426 7.0528 20.765 0.0231 0.0444 0.0009
O 10.6081 1.1923 11.6005 -0.0002 -0.0018 0.0056
O 0.3482 10.2939 19.4884 0.0217 -0.015 -0.0231
O 3.7809 6.7848 21.1706 -0.0298 0.0434 -0.0351
O 9.6919 1.3181 16.3495 -0.0004 0.0035 -0.0045
O 4.1934 1.8834 11.7626 0.0082 -0.0001 0.0032
O 1.1804 1.6116 20.5482 0.0054 0.0092 -0.0055
O 8.2277 3.258 15.0815 0.0071 -0.0004 0.0109
O 4.9062 5.2693 19.3108 -0.0063 0.0048 -0.0141
O 4.904 10.7146 15.1705 -0.0008 -0.0017 0.0042
O 8.2959 8.3172 13.8688 0.0007 -0.0043 0.0058
O 5.9662 7.0209 17.6747 0.0087 0 0.0015
O 3.4379 8.6709 15.9063 0.0006 0.0011 -0.0039
O 0.7092 10.7123 13.6721 -0.0003 -0.0021 0.0006
O 10.3934 4.9821 19.5234 -0.0056 -0.0007 -0.0096
O 9.5163 1.1712 20.3509 -0.0039 0.0065 -0.0039
O 9.1545 6.989 11.7386 -0.0079 0.0005 0.0078
O 9.3128 0.7808 13.9137 0.0049 -0.0014 0.0026
O 2.6709 -0.0019 18.2422 -0.0006 -0.0101 0.0017
O 1.3629 8.7181 17.5517 -0.0022 0.0049 0.0088
O 2.6439 8.8887 19.8347 -0.027 -0.0587 0.0557
O 1.8458 4.1363 20.3817 -0.0059 -0.0017 -0.0052
O 6.637 6.5652 12.7669 0.0016 0.0002 -0.0001
O 4.6054 10.9261 20.1219 0.0219 0.0031 -0.0076
O 2.4782 0.4211 10.4226 -0.0018 0.0046 0.0008
O 10.1644 6.9569 15.1374 -0.0036 0.0036 -0.0001
O 8.1999 5.0009 10.4733 0.0092 0.0003 0.0053
O 5.5978 4.091 14.394 0.0005 0 0.0016
O 2.1064 3.2351 10.7761 0.0011 0.001 0.0042
O 7.4111 10.9225 15.9187 -0.0048 -0.0032 0.0021
O 9.2757 3.4446 17.6222 -0.0031 0.0109 0.0065
O 1.1339 7.9753 13.6831 -0.0004 -0.0032 0.0126
O 4.4797 4.9955 16.5933 -0.001 0.0061 0.0013
O 4.3165 7.1339 11.687 0.0015 -0.0012 0.0087
O 3.4954 2.232 19.3348 0.0047 -0.013 -0.0139
O 3.3485 6.9463 17.9253 -0.0025 -0.0052 -0.017
O 6.3019 0.4285 11.0963 0.0005 0.0049 0.0041
O 1.2438 6.7064 20.3348 0.0044 0.013 -0.0089
O 10.8718 5.0721 10.7784 0.0014 -0.0002 0.0028
O 2.7697 3.8107 14.8664 0.0002 0.0032 0.0046
O 6.9234 9.675 20.6177 0.0072 -0.0169 0.0141
O 5.2254 8.3857 13.9298 0.0028 0.0001 0.0038

Results
free energy: -129411.511 eV
free energy less fixed offsets of O -568.88, Si -635.61 eV per atom: -0.591 eV

The program warned: the cutoff lies below the one the program advises for these potential files; the exchange-correlation potential is rough where the density is thin.
